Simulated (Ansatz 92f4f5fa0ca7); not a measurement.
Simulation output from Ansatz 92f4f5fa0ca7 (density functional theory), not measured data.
Periodic cell of 469 atoms, Si304O165, from a study of silicon, its oxide and their interface. The atomic structure is a simulated model.
Doubt: the cutoff is far below the 930 eV that the study's wrapper takes by default for these files, so forces and energies are approximate.
This geometry differs little from another in the collection (a relaxation step or a small displacement).

Settings
functional: PBE
potential files: Ansatz PAW
basis: plane waves
wave-function cutoff: 580 eV
density cutoff ratio: 5
exchange-correlation grid ratio: 1
k mesh: 1 x 1 x 1, Gamma-centred
self-consistency stop: 5e-08 eV per atom in the density residual
occupations: fixed
spin: none
net charge: 0

Cell vectors (angstrom)
a 15.4691 0 0
b 0 15.4691 0
c -7.2634 1.0387 34.8292

Atoms and the computed forces on them: element, x, y, z (angstrom), force x, y, z (eV/angstrom)
Si -6.061 -2.929 24.827 -0.002 0.043 -0.012
Si -2.17 -3.437 24.315 0.13 0.037 -0.054
Si -1.465 -6.513 24.844 0.017 0.052 0.027
Si -7.855 0.768 25.803 -0.001 -0.008 0.013
Si -7.732 4.86 26.061 0.027 -0.039 -0.034
Si -8.001 -6.694 26.147 -0.019 -0.051 0.002
Si -7.834 -2.946 26.327 0.01 0.019 0.026
Si -3.059 0.998 25.976 0.088 0.045 0.037
Si -3.16 4.994 25.987 0.066 -0.022 0.064
Si -3.479 -6.661 26.054 -0.043 0.004 -0.01
Si -3.863 -2.904 25.892 0.009 0.001 0.007
Si 0.082 1.131 26.128 -0.094 0.018 -0.078
Si 0.019 4.953 25.961 -0.112 -0.078 -0.045
Si 0.584 -6.605 26.009 0 -0.055 -0.053
Si 0.454 -2.677 25.866 -0.178 0.071 -0.144
Si -10.296 0.957 25.867 -0.027 0.024 -0.047
Si -10.192 4.952 25.948 0.018 0.019 0.028
Si -10.454 -6.705 26.151 -0.013 -0.013 0.003
Si -10.229 -2.945 25.974 -0.004 -0.042 0.009
Si -7.3 2.791 27.146 0.024 -0.007 -0.011
Si -7.338 6.804 27.342 0 0.061 0.011
Si -7.384 -4.872 27.547 0.027 -0.022 -0.046
Si -7.353 -0.923 27.409 0.046 -0.004 -0.082
Si -3.399 2.981 27.262 0.069 -0.023 -0.049
Si -3.436 6.867 27.376 0.02 0.045 -0.023
Si -3.504 -4.729 27.378 0.037 0.01 -0.078
Si -3.419 -0.97 27.237 0.048 -0.009 -0.006
Si 0.409 3.076 27.365 -0.06 0.02 0.011
Si 0.467 6.877 27.278 -0.01 0.1 0.03
Si 0.512 -4.633 27.264 0.019 -0.054 -0.009
Si 0.475 -0.849 27.333 -0.038 0.005 0.027
Si -10.947 2.96 27.099 -0.004 -0.045 0.001
Si -10.98 6.783 27.29 -0.052 0.012 -0.011
Si -10.975 -4.754 27.376 0.016 0.015 -0.067
Si -10.981 -0.953 27.138 0.028 0.016 0.013
Si -9.158 2.904 28.651 0.007 0.028 -0.022
Si -9.19 6.79 28.793 0.028 -0.007 -0.01
Si -9.24 -4.796 28.915 0.035 0.014 0.029
Si -9.24 -0.89 28.758 -0.045 -0.024 0.028
Si -5.366 2.916 28.572 0.003 0.023 -0.032
Si -5.375 6.818 28.684 -0.017 -0.032 0.005
Si -5.371 -4.804 28.765 -0.027 0.03 0.031
Si -5.331 -0.891 28.64 0.001 -0.014 0.015
Si -1.504 3.013 28.741 -0.035 -0.006 -0.114
Si -1.459 6.913 28.692 0.018 -0.088 -0.02
Si -1.465 -4.712 28.629 0.021 0.045 0.038
Si -1.486 -0.926 28.673 0.008 0.008 -0.052
Si 2.495 2.991 28.521 -0.005 0.01 0.001
Si 2.451 6.797 28.587 0.028 -0.007 -0.006
Si 2.452 -4.708 28.618 -0.012 0.012 0.065
Si 2.495 -0.889 28.558 -0.004 -0.012 0.023
Si -9.208 1.039 30.077 -0.007 0.003 0.028
Si -9.184 4.832 30.061 -0.008 -0.011 0.031
Si -9.204 8.71 30.137 -0.011 0 0.019
Si -9.201 -2.807 30.116 -0.015 0.003 0.021
Si -5.328 1.033 30.021 -0.007 0.017 0.01
Si -5.356 4.853 30.004 -0.003 0.014 0.016
Si -5.337 8.73 30.077 -0.004 -0.023 -0.006
Si -5.345 -2.816 30.041 0.005 -0.013 0.004
Si -1.478 1.033 30.039 0.005 -0.003 0.024
Si -1.474 4.955 30.059 0.014 0.044 0.023
Si -1.461 8.831 30.038 0.018 0.004 0.002
Si -1.464 -2.826 30.053 0.003 -0.015 0.004
Si 2.442 1.055 29.958 0.008 -0.002 0.009
Si 2.432 4.884 29.992 0.002 -0.006 0.004
Si 2.423 8.772 29.972 -0.004 -0.004 -0.002
Si 2.429 -2.793 30.008 0.013 -0.01 0.012
Si -7.263 1.039 31.41 0.093 -0.022 -0.015
Si -7.263 4.906 31.41 0.095 -0.216 0.069
Si -7.263 8.773 31.41 0.106 -0.129 0.485
Si -7.263 -2.828 31.41 0.125 0.167 0.322
Si -3.396 1.039 31.41 -0.085 -0.004 -0.043
Si -3.396 4.906 31.41 -0.263 0.019 -0.133
Si -3.396 8.773 31.41 0.073 0.016 0.065
Si -3.396 -2.828 31.41 -0.1 -0.014 -0.025
Si 0.471 1.039 31.41 0.199 -0.025 -0.498
Si 0.471 4.906 31.41 0.189 -0.035 -0.286
Si 0.471 8.773 31.41 0.223 0.078 -0.315
Si 0.471 -2.828 31.41 0.193 0.072 -0.205
Si 4.338 1.039 31.41 -0.183 0.131 0.01
Si 4.338 4.906 31.41 -0.013 -0.178 -0.068
Si 4.338 8.773 31.41 -0.397 -0.144 0.24
Si 4.338 -2.828 31.41 -0.219 0.115 0.286
Si 0 1.934 3.417 0.125 -0.027 -0.26
Si 0 5.801 3.417 0.36 -0.021 -0.264
Si 0 -5.801 3.417 0.043 -0.125 -0.141
Si 0 -1.934 3.417 0.279 -0.111 -0.326
Si 3.867 1.934 3.417 0.108 0.183 -0.115
Si 3.867 5.801 3.417 0.008 -0.022 0.08
Si 3.867 -5.801 3.417 0 -0.048 -0.27
Si 3.867 -1.934 3.417 -0.053 0.151 -0.111
Si 7.734 1.934 3.417 0.135 -0.085 0.296
Si 7.734 5.801 3.417 0.061 -0.057 0.298
Si 7.734 -5.801 3.417 0.104 0.119 0.162
Si 7.734 -1.934 3.417 0.076 0.151 0.291
Si 11.602 1.934 3.417 -0.202 -0.053 0.032
Si 11.602 5.801 3.417 -0.399 -0.012 -0.154
Si 11.602 -5.801 3.417 -0.135 0.005 0.071
Si 11.602 -1.934 3.417 -0.402 -0.001 -0.15
Si -1.928 1.826 4.737 0.006 -0.008 -0.014
Si -1.932 5.719 4.687 0.01 -0.029 -0.017
Si -1.932 -5.821 4.763 -0.009 -0.017 0.009
Si -1.937 -1.977 4.694 0.019 0.011 -0.003
Si 1.943 1.995 4.761 -0.003 0.009 -0.012
Si 1.941 5.811 4.808 0.004 0.008 0
Si 1.941 -5.881 4.762 -0.005 -0.008 0.002
Si 1.936 -1.964 4.783 -0.009 -0.011 -0.008
Si 5.798 1.962 4.79 -0.007 -0.014 -0.026
Si 5.796 5.821 4.803 -0.005 -0.021 -0.033
Si 5.787 -5.714 4.76 -0.01 0.038 -0.037
Si 5.786 -1.842 4.782 -0.017 0.016 -0.031
Si 9.677 1.951 4.846 -0.018 -0.011 -0.011
Si 9.669 5.82 4.843 0.006 -0.016 0.015
Si 9.672 -5.805 4.834 0.005 -0.005 0.004
Si 9.672 -1.923 4.845 0.007 0.013 0.002
Si -1.922 -0.129 6.09 -0.04 -0.006 -0.012
Si -1.898 3.774 5.995 0 0.011 0.015
Si -1.931 -7.843 5.991 0.017 0.033 0.017
Si -1.946 -3.836 6.075 0.013 -0.013 0.005
Si 1.92 0.048 6.044 0.009 0.016 -0.002
Si 1.964 3.902 6.197 -0.02 -0.03 0.003
Si 1.978 -7.758 6.231 -0.007 0.018 0.016
Si 1.96 -3.974 6.088 0.045 0.001 0
Si 5.752 0.074 6.208 0.076 -0.021 -0.001
Si 5.824 3.866 6.187 -0.011 0.012 0.02
Si 5.787 -7.642 6.076 0.005 -0.017 0.041
Si 5.732 -3.752 6.12 0.072 -0.013 -0.028
Si 9.717 0.018 6.256 0.012 0.002 -0.025
Si 9.691 3.895 6.258 -0.005 -0.009 -0.006
Si 9.648 -7.717 6.271 0.007 0.018 0.014
Si 9.658 -3.872 6.23 -0.018 -0.004 -0.013
Si 0.014 -0.042 7.403 0.054 -0.018 0.023
Si -0.052 3.76 7.445 0.041 0.065 -0.025
Si -0.062 -7.867 7.43 0.004 -0.006 -0.034
Si 0.017 -3.884 7.377 -0.006 0.02 0.006
Si 3.733 0.044 7.523 -0.08 0 0.068
Si 3.89 3.892 7.595 0.025 -0.009 0.006
Si 3.964 -7.652 7.583 0.004 0.003 0.008
Si 3.83 -3.867 7.546 -0.09 0.027 0.039
Si 7.72 0.17 7.552 -0.018 0.044 0.055
Si 7.723 4.057 7.631 0.013 -0.029 0.021
Si 7.608 -7.545 7.567 0.016 0.01 0.016
Si 7.637 -3.748 7.503 -0.007 0.013 0.022
Si -3.727 -0.12 7.605 0.008 -0.044 0.05
Si -3.711 3.738 7.473 -0.013 -0.023 0.019
Si -3.751 -7.859 7.476 -0.052 -0.011 0.006
Si -3.806 -3.895 7.537 -0.014 0.018 0.016
Si -0.538 1.826 8.745 -0.043 -0.031 0.027
Si -0.626 5.665 8.715 0.048 -0.01 0.13
Si -0.646 -5.868 8.498 0.019 -0.041 0.086
Si 0.706 -1.962 8.605 -0.11 -0.028 0.004
Si 3.396 1.947 8.931 -0.01 0.019 -0.04
Si 4.584 5.864 8.792 -0.018 -0.023 0.078
Si 4.442 -5.722 8.942 -0.003 -0.011 0.008
Si 3.092 -1.929 8.717 0.167 -0.004 0.037
Si 5.004 1.749 10.604 -0.016 0.029 -0.007
Si 7.076 6.04 8.859 -0.019 0.011 -0.004
Si 6.92 -5.569 8.821 0.012 0 0.04
Si 7.475 -1.778 8.829 -0.009 0.001 -0.005
Si -3.058 1.818 8.783 -0.023 0.026 0.032
Si -3.058 5.636 8.668 -0.031 -0.024 0.113
Si -3.064 -5.879 8.537 0.004 0.007 -0.037
Si -3.513 -2.081 9.058 0.111 0.029 -0.011
Si 1.318 1.893 10.271 0.028 0.026 0.063
Si 7.744 2.123 8.977 -0.092 0.011 -0.051
Si -12.019 -6.332 24.439 -0.024 -0.011 0.048
Si -7.263 -0.895 32.778 0.068 -0.007 0.028
Si -7.263 2.972 32.778 0.064 0.035 0.02
Si -7.263 6.839 32.778 0.041 0.056 0.022
Si -7.263 -4.762 32.778 0.042 0 0.001
Si -3.396 -0.895 32.778 -0.047 -0.002 0.004
Si -3.396 2.972 32.778 -0.003 -0.013 -0.01
Si -3.396 6.839 32.778 -0.046 -0.007 0.006
Si -3.396 -4.762 32.778 -0.077 -0.003 0.003
Si 0.471 -0.895 32.778 0.078 -0.031 -0.015
Si 0.471 2.972 32.778 0.039 0.022 -0.026
Si 0.471 6.839 32.778 0.075 -0.025 -0.026
Si 0.471 -4.762 32.778 0.128 -0.014 -0.018
Si 4.338 -0.895 32.778 -0.089 -0.028 0.017
Si 4.338 2.972 32.778 -0.101 0.009 0.023
Si 4.338 6.839 32.778 -0.084 0.047 0.003
Si 4.338 -4.762 32.778 -0.072 0.009 -0.009
Si -5.33 -0.895 34.145 -0.014 0.012 0.014
Si -5.33 2.972 34.145 -0.015 -0.016 0.008
Si -5.33 6.839 34.145 -0.024 -0.002 0.024
Si -5.33 -4.762 34.145 0.012 0.006 0.023
Si -1.463 -0.895 34.145 -0.013 0.032 -0.019
Si -1.463 2.972 34.145 -0.005 -0.01 -0.018
Si -1.463 6.839 34.145 0.025 -0.043 -0.026
Si -1.463 -4.762 34.145 0.001 -0.006 -0.023
Si 2.405 -0.895 34.145 0.024 0.027 0.012
Si 2.405 2.972 34.145 0.023 -0.004 0.007
Si 2.405 6.839 34.145 0.014 -0.046 0.012
Si 2.405 -4.762 34.145 -0.009 0.006 0.018
Si -9.197 -0.895 34.145 0.002 0.032 0
Si -9.197 2.972 34.145 -0.007 -0.019 0.003
Si -9.197 6.839 34.145 -0.016 -0.026 -0.009
Si -9.197 -4.762 34.145 -0.013 -0.01 -0.002
Si 1.934 0 0.683 0.021 0.008 -0.025
Si 1.934 3.867 0.683 0.017 -0.038 -0.018
Si 1.934 7.734 0.683 -0.018 0.01 -0.01
Si 1.934 -3.867 0.683 -0.003 0.025 -0.025
Si 5.801 0 0.683 -0.012 0.002 0.03
Si 5.801 3.867 0.683 -0.007 0.013 0.01
Si 5.801 7.734 0.683 -0.021 -0.024 -0.005
Si 5.801 -3.867 0.683 -0.001 -0.011 0.02
Si 9.668 0 0.683 -0.015 -0.006 -0.021
Si 9.668 3.867 0.683 -0.029 -0.044 -0.006
Si 9.668 7.734 0.683 0.017 0.015 0.001
Si 9.668 -3.867 0.683 0.009 0.019 -0.018
Si -1.934 0 0.683 -0.002 0.011 0.029
Si -1.934 3.867 0.683 0.007 0.054 0.001
Si -1.934 7.734 0.683 0.02 -0.009 -0.014
Si -1.934 -3.867 0.683 0.004 -0.017 0.007
Si 0 0 2.05 0.17 0.031 -0.025
Si 0 3.867 2.05 0.036 0.009 -0.033
Si 0 7.734 2.05 -0.028 0.029 -0.021
Si 0 -3.867 2.05 0.083 0.044 -0.019
Si 3.867 0 2.05 -0.081 -0.038 -0.008
Si 3.867 3.867 2.05 0.02 -0.04 -0.02
Si 3.867 7.734 2.05 0.063 0.022 -0.009
Si 3.867 -3.867 2.05 -0.065 -0.024 -0.002
Si 7.734 0 2.05 0.093 -0.002 0
Si 7.734 3.867 2.05 0.061 0 0.027
Si 7.734 7.734 2.05 0.008 -0.008 0.023
Si 7.734 -3.867 2.05 0.078 -0.052 0.011
Si 11.602 0 2.05 -0.157 0.008 -0.02
Si 11.602 3.867 2.05 -0.099 0.022 -0.014
Si 11.602 7.734 2.05 -0.037 -0.004 0.003
Si 11.602 -3.867 2.05 -0.11 0.019 -0.008
Si -8.551 -1.094 20.946 -0.02 -0.033 -0.005
Si -7.06 -0.19 23.567 -0.016 -0.035 0.05
Si -5.959 -5.94 24.036 0.011 0.016 -0.031
Si -4.669 1.623 23.321 0.021 0.004 -0.017
Si -5.471 4.642 23.872 -0.004 0.017 -0.01
Si -2.008 -7.848 22.208 -0.03 0.005 -0.078
Si 1.428 1.07 23.292 -0.026 -0.013 -0.073
Si 2.442 -7.747 22.047 0.016 -0.012 -0.055
Si 2.06 -2.061 23.264 -0.023 0.002 -0.06
Si -11.138 1.907 23.026 0.002 0.018 -0.008
Si 1.645 5.243 23.216 0.028 0.005 -0.038
Si -11.812 5.802 19.768 -0.003 -0.028 -0.036
Si -10.941 -3.509 23.746 -0.012 0 -0.011
Si -0.568 -2.23 10.514 -0.001 -0.009 -0.013
Si -0.678 1.335 14.872 -0.004 0.034 0.045
Si 0.682 4.779 11.523 -0.025 -0.019 0.014
Si 0.418 -5.147 11.314 -0.026 -0.006 0.033
Si 3.343 -9.072 11.702 0.036 0.003 -0.014
Si 3.463 -5.879 11.197 0.043 0.007 -0.019
Si 5.074 -1.399 10.745 0.008 0.009 0.035
Si 8.019 -8.91 11.022 -0.013 -0.019 0.004
Si -3.895 -6.173 10.658 0.028 -0.013 0.029
Si 4.85 -5.085 13.905 -0.007 0.005 0.032
Si -5.244 1.623 10.952 0.007 0.029 0.024
Si -4.218 2.688 13.463 0.054 0.013 0.089
Si 8.625 -5.744 11.405 -0.042 -0.061 0.024
Si 9.659 -1.491 11.151 -0.008 -0.023 0.025
Si -8.832 -6.531 19.747 -0.001 -0.001 -0.013
Si 5.94 5.643 13.267 0.059 0.002 0.007
Si 1.641 -0.474 19.44 -0.022 0.035 -0.045
Si -4.706 3.065 16.35 0.018 0.029 -0.003
Si -7.207 1.501 16.89 -0.023 0.005 -0.02
Si 9.381 -3.615 13.503 0.038 -0.021 0.096
Si 5.91 -7.656 15.341 0.006 -0.005 0.017
Si -1.771 -6.164 12.983 -0.057 -0.036 0.063
Si 5.433 -2.188 13.645 -0.053 0.001 0.118
Si -1.745 -7.089 18.002 -0.026 -0.008 0.007
Si 1.073 -6.753 17.159 0.018 0.012 0.016
Si -3.211 1.573 20.513 0.055 0.026 -0.081
Si -4.053 4.161 19.055 -0.012 0.02 -0.009
Si 1.155 4.164 20.374 -0.018 -0.03 -0.097
Si -6.088 5.671 20.895 -0.033 0.048 -0.089
Si -9.203 6.06 21.096 0.016 -0.017 -0.044
Si -4.455 -9.292 11.278 -0.007 -0.028 0.061
Si 2.805 -4.302 16.143 0.031 0.007 0.006
Si -3.887 -1.379 19.387 0.039 0.03 -0.018
Si 3.493 3.431 16.055 0.005 -0.021 0.022
Si -10.026 1.72 17.555 -0.027 -0.021 0.005
Si 4.998 2.81 13.475 0.027 -0.008 0.052
Si -3.391 -4.478 14.859 0.01 -0.028 0.019
Si 2.475 -1.554 14.633 0.037 0.011 0.048
Si -12.188 6.554 16.74 0.017 -0.024 0.017
Si 8.81 -3.39 16.545 -0.002 -0.019 -0.014
Si -1.406 5.835 19.898 0.006 -0.035 -0.027
Si -4.302 -7.161 16.241 0.019 0.009 -0.005
Si -7.209 -6.512 17.227 -0.022 -0.007 0.012
Si -10.623 4.884 23.628 0.023 0.006 0.003
Si -3.034 -8.883 13.978 0.056 0.019 0.062
Si -3.559 0.534 15.32 0.012 0.008 -0.01
Si -0.099 1.524 20.738 0.013 0.018 -0.066
Si -2.319 -3.283 21.175 0.021 -0.043 0.051
Si 6.258 0.424 15.032 -0.013 -0.022 0.034
Si 0.627 -2.992 20.625 0.001 0.032 -0.03
Si -2.508 -5.516 20.412 -0.032 0.018 0.021
Si -9.265 -3.913 21.073 -0.002 -0.006 -0.039
Si -3.779 -2.222 16.573 0.008 -0.002 -0.013
Si 1.816 0.817 16.528 -0.024 -0.009 0.024
Si -11.023 0.456 20.327 -0.033 -0.008 -0.051
Si -6.81 -1.053 18.438 -0.02 -0.001 -0.024
Si -1.544 4.029 13.754 -0.033 0.011 0.084
Si -4.809 -7.148 21.467 0.018 -0.021 -0.063
Si 0.608 -0.219 12.477 -0.035 -0.012 0.056
Si -11.082 -4.755 18.877 -0.007 0.014 -0.035
Si 1.628 -5.764 19.997 0.01 0.008 -0.034
O -5.938 -4.307 23.93 -0.018 -0.038 0.042
O 1.356 6.803 22.843 -0.028 0.019 0.039
O -10.071 -6.05 18.755 -0.015 -0.004 0.014
O -3.48 0.08 19.954 -0.019 -0.024 0.009
O -3.93 0.902 24.581 -0.015 0.003 -0.008
O -3.659 1.758 22.064 -0.03 0.015 0.061
O -4.758 -6.524 24.978 -0.008 -0.004 0.052
O -1.463 1.031 25.525 0.016 0.007 0.084
O -12.206 5.133 23.326 -0.021 0.003 0.019
O -4.177 5.23 24.695 -0.029 -0.007 0.001
O -0.902 -2.565 24.918 -0.109 -0.166 -0.03
O 1.697 -2.555 24.782 -0.007 -0.038 0.1
O -10.773 0.888 24.257 0.018 -0.007 0.084
O -1.388 -7.703 23.697 0.003 -0.013 -0.012
O 1.958 -6.638 25.062 0.038 0.032 0.055
O -11.801 -2.271 23.102 0.003 0.002 0.009
O -0.05 5.556 10.284 -0.043 0.015 -0.085
O 1.305 3.336 11.07 0.002 -0.045 -0.032
O 0.007 -6.023 10.011 -0.028 0.015 -0.045
O 6.908 -9.573 11.999 0.015 0.012 0.01
O 3.919 -9.697 10.313 0.017 0.006 -0.076
O 3.875 -1.821 13.881 -0.003 0.007 -0.04
O -7.793 -0.528 19.621 0.019 0.004 0.006
O 3.56 -1.893 10.342 -0.053 0.007 -0.048
O 6.497 2.192 10.064 0.009 0.01 -0.031
O 9.148 2.114 9.838 0.015 0 -0.017
O -3.16 -7.512 17.334 0.018 -0.003 0.016
O 7.492 -5.22 10.358 -0.003 -0.021 -0.053
O 5.926 -1.787 9.406 -0.005 -0.003 -0.042
O 8.378 -1.733 10.191 0.015 0 -0.007
O -1.963 0.381 15.135 0.014 0.006 -0.01
O 3.728 3.109 14.463 -0.01 0.001 -0.026
O -4.523 -2.085 10.354 -0.027 0.003 -0.024
O -2.05 -2.253 9.807 -0.042 0.009 -0.047
O -3.556 -2.512 20.479 -0.008 0.021 0.001
O -10.126 -0.872 20.592 0.015 -0.002 0.02
O -7.707 5.458 20.849 -0.015 -0.008 0.027
O -10.648 3.128 16.978 0.002 0.006 0.001
O 2.215 -2.828 15.665 -0.013 -0.015 -0.01
O -4.513 -3.982 13.776 -0.019 0.007 -0.007
O -5.946 0.751 22.839 0.039 0.034 -0.001
O -5.606 0.103 11.44 -0.004 -0.001 -0.007
O -2.531 -3.007 22.779 0.087 -0.042 0.16
O 1.752 -0.495 23.042 -0.009 -0.005 0.021
O -12.351 -5.2 19.766 -0.015 -0.005 0.038
O -2.759 3.25 12.967 -0.028 -0.022 -0.038
O -9.885 -3.972 22.586 0.023 0.01 0.008
O -4.091 -8.253 15.045 -0.007 -0.001 -0.013
O 5.323 0.552 16.388 0.008 0.005 0
O 1.247 -6.775 18.787 -0.008 -0.002 0.016
O 8.576 -4.889 12.813 -0.011 -0.027 -0.045
O -10.656 1.453 21.55 0.009 -0.012 0.01
O -10.308 5.284 20.157 -0.004 0.003 0.013
O -8.503 -5.324 20.799 -0.009 0.01 0.027
O -4.249 -7.743 10.88 0.007 -0.005 -0.001
O 0.259 0.982 16.138 -0.009 -0.001 -0.013
O 1.489 0.629 11.359 0.004 0.029 -0.069
O 6.476 -8.943 14.52 -0.004 -0.004 -0.008
O 0.9 2.601 20.029 0.003 0.012 0.043
O -0.393 4.511 12.716 0.048 0.025 -0.062
O 4.574 2.671 11.903 -0.014 0.002 -0.034
O -4.121 -5.628 15.746 0.008 0.014 -0.003
O -7.434 -2.238 17.453 0.007 0.011 0.013
O -8.447 1.98 17.834 0.011 0.008 0.004
O -4.089 -6.04 20.494 0.002 -0.015 0.023
O -7.137 -4.891 16.977 0.003 0.023 0
O -6.892 4.993 24.61 -0.005 -0.009 0.066
O -2.069 -5.12 14.186 -0.003 0.012 -0.01
O -6.408 0.262 17.568 -0.007 -0.014 0.02
O -8.206 -2.683 21.055 -0.001 0.018 0.023
O -12.584 0.018 20.366 0.022 -0.005 0.037
O 2.394 2.343 16.585 0.001 0 -0.015
O 9.385 -2.298 12.539 -0.004 0.054 -0.074
O -0.019 5.028 19.651 -0.009 0.025 0.022
O -0.544 -6.89 16.893 0.003 0 -0.012
O -3.739 1.702 10.305 0.027 -0.008 -0.05
O 5.693 -6.401 14.325 0.001 -0.004 -0.011
O -5.809 -7.262 16.846 -0.001 -0.002 0.009
O -0.968 2.95 14.851 0.012 -0.023 -0.022
O 9.443 5.755 11.16 0.063 0.035 -0.029
O -5.345 -5.416 10.819 0.039 0.002 -0.026
O 4.399 -9.4 12.906 -0.039 -0.005 -0.014
O -5.267 2.675 12.216 -0.019 -0.016 -0.066
O -1.631 1.932 20.449 -0.027 -0.009 0.024
O 1.088 4.337 21.991 0 0.002 0.06
O -12.295 -8.55 20.842 -0.021 0.036 0.049
O -2.777 -5.737 11.767 -0.04 0.005 -0.032
O -11.978 -4.759 23.987 0.001 0.009 0.025
O -1.603 -6.511 21.358 0.007 -0.038 0.02
O 7.746 0.961 15.43 0.02 0.011 0.008
O -4.185 -0.925 15.66 -0.008 -0.007 0.003
O 6.329 -1.11 14.485 -0.002 0.007 -0.034
O -5.084 -3.148 16.881 0.014 -0.004 0.018
O 5.11 0.188 11.087 -0.012 -0.054 -0.02
O -9.67 5.833 22.664 -0.013 -0.002 0.034
O -10.745 1.208 18.908 0.011 0.01 0.017
O 2.568 -0.14 15.443 0.011 0.006 -0.017
O -2.107 5.357 14.547 -0.008 0.009 -0.022
O -3.637 -7.922 22.305 0.017 0.007 0.048
O 5.704 -2.147 12.041 0.01 -0.012 -0.039
O -11.868 -7.224 23.069 -0.012 -0.013 0.01
O -0.542 -1.049 11.658 0.016 0.036 -0.012
O 0.161 1.464 22.346 0.025 0.001 0.056
O -5.403 4.811 19.695 0.008 -0.01 0.018
O -5.828 -6.445 22.506 -0.002 -0.005 0.077
O -10.345 3.307 23.27 0.005 -0.004 0.021
O 1.903 5.724 12.065 -0.009 -0.006 0.008
O 1.391 -1.319 13.418 -0.003 0.004 -0.039
O -7.387 -6.499 24.609 0.015 0.038 0.035
O 1.475 -2.096 19.547 0.003 -0.017 0.044
O -3.941 -9.532 12.794 -0.062 -0.001 -0.137
O -3.57 5.307 10.232 0.021 0.049 -0.081
O 7.047 -7.205 16.397 0.013 -0.001 -0.009
O -0.934 -2.546 20.696 -0.01 0.008 0.031
O -0.238 -3.651 11.272 0.008 -0.017 -0.03
O -1.576 4.973 25.466 0.029 -0.005 0.025
O -4.133 4.161 17.413 -0.003 -0.004 -0.025
O -1.687 -5.009 24.167 -0.019 0.118 -0.005
O 3.172 -7.456 11.549 0.011 -0.004 -0.015
O -7.531 -6.795 18.803 0.005 0.001 0.011
O 4.468 -5.231 12.322 -0.022 -0.011 -0.021
O -4.006 2.615 19.559 -0.008 -0.027 0.038
O 3.067 5.009 16.201 0 0.007 -0.021
O -8.194 -0.394 22.387 0.001 -0.001 0.024
O -4.653 3.574 14.785 -0.013 -0.019 -0.002
O -3.116 -1.688 17.966 0 0 0.013
O 0.94 4.806 24.602 -0.02 0.023 0.043
O 2.044 -5.06 11.365 -0.012 0.02 -0.019
O -5.678 -8.239 20.628 0.019 0.015 0.037
O 0.595 -4.519 20.072 0.024 -0.023 0.022
O 1.27 -2.923 22.127 -0.002 -0.011 0.003
O -0.036 0.93 13.433 -0.005 -0.008 -0.024
O -11.787 6.491 18.31 0.006 0.018 0.006
O -1.983 -5.707 18.86 0.008 -0.013 -0.007
O 1.59 -5.31 16.574 -0.011 -0.009 -0.017
O -1.344 -8.315 18.975 0.005 0.003 0.005
O 1.095 1.295 24.852 -0.038 -0.006 0.066
O -0.201 -5.962 12.591 0.046 0.027 -0.059
O 1.921 0.026 17.934 0.007 0.002 -0.004
O -6.283 -1.622 23.839 -0.043 0.017 0.052
O 5.691 1.394 13.863 0.007 0.007 -0.01
O -5.476 -1.562 19.179 -0.022 0.002 0.01
O 1.908 -8.026 16.541 -0.021 0.01 -0.008
O -2.801 -3.227 15.74 -0.017 0.009 0.012
O -3.862 1.658 16.476 -0.002 -0.004 0.012
O 4.491 -8.107 16.006 -0.012 -0.006 0.005
O -12.766 2.036 22.964 -0.006 0.007 0.021
O -10.312 -3.656 19.818 -0.001 -0.003 0.032
O 3.525 -4.984 14.849 -0.021 0.001 -0.01
O -2.713 4.95 19.518 0.002 0.015 0.017
O -9.203 -7.837 20.645 -0.004 0.013 0.027
O -5.521 5.215 22.355 0.029 -0.022 0.103
O 8.631 -3.245 14.918 -0.004 0.006 -0.016
O -4.166 1.109 13.921 0.003 0.008 -0.012
O -5.263 3.037 23.833 0.008 -0.016 0.023
O 8.32 -7.357 11.546 -0.01 0.034 -0.011
O -12.852 4.546 19.769 0.003 0.009 0.043
O -1.473 6.268 21.475 -0.006 0.02 0.031
O 6.032 4.061 13.652 0.001 0.005 -0.012
O 1.577 -6.526 21.425 -0.006 0.006 0.021
O -11.588 -4.193 17.41 -0.001 0 0.004
O -2.033 -7.712 13.425 0 0.018 -0.02
O 0.238 0.107 20.025 0.003 -0.02 0.033
O -6.261 2.794 16.723 -0.024 -0.017 0.008
O 5.732 -3.719 14.132 0.008 0.009 -0.032

Results
free energy: -287102.245 eV
free energy less fixed offsets of O -568.88, Si -635.61 eV per atom: -11.605 eV

The program warned: the cutoff lies below the one the program advises for these potential files; the exchange-correlation potential is rough where the density is thin.
